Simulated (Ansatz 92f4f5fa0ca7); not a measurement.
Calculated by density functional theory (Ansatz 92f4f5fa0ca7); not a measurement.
Periodic cell of 208 atoms, Si128O80, from a study of silicon, its oxide and their interface. The atomic structure is a simulated model.
Doubt: the cutoff is far below the 930 eV that the study's wrapper takes by default for these files, so forces and energies are approximate.
This geometry differs little from another in the collection (a relaxation step or a small displacement).

Settings: functional PBE; potential files Ansatz PAW; basis plane waves; wave-function cutoff 580 eV; density cutoff ratio 5; exchange-correlation grid ratio 1; k mesh 1 x 1 x 1, Gamma-centred; self-consistency stop 5e-08 eV per atom in the density residual; occupations fixed; spin none; net charge 0.

Cell vectors (angstrom)
a  10.938  0  0
b  0  10.938  0
c  0.4687  0.8381  30.8629

Atoms: element, x, y, z (angstrom)
Si  2.1259  -0.8134  23.3109
Si  4.8453  1.8726  23.3012
Si  1.5559  5.2124  23.4132
Si  4.4652  -2.9815  23.3989
Si  -3.6446  -0.2503  23.4312
Si  -1.2798  2.5052  23.3819
Si  7.4209  4.7706  23.4724
Si  -0.7352  -3.5496  23.5296
Si  3.1885  0.8277  24.6307
Si  5.8678  3.5317  24.6917
Si  3.229  -4.5959  24.6636
Si  6.0628  -1.8767  24.6925
Si  -2.2298  0.9266  24.8444
Si  0.454  3.5524  24.6404
Si  8.6369  6.265  24.8242
Si  0.4863  -1.8913  24.6688
Si  1.8306  2.1952  26.0254
Si  4.5468  4.9432  26.0505
Si  1.8458  -3.2554  26.0731
Si  4.5993  -0.5239  26.0463
Si  7.2596  2.2386  26.1278
Si  10.0531  4.8914  26.102
Si  7.3073  7.6753  26.1126
Si  -0.8633  -0.5307  26.077
Si  0.4687  0.8381  27.4447
Si  3.2032  3.5726  27.4447
Si  0.4687  6.3071  27.4447
Si  3.2032  -1.8964  27.4447
Si  5.9377  0.8381  27.4447
Si  8.6722  3.5726  27.4447
Si  5.9377  6.3071  27.4447
Si  8.6722  -1.8964  27.4447
Si  1.3673  -1.3673  3.418
Si  4.1018  1.3673  3.418
Si  1.3673  4.1018  3.418
Si  4.1018  -4.1018  3.418
Si  6.8362  -1.3673  3.418
Si  -1.3673  1.3673  3.418
Si  6.8362  4.1018  3.418
Si  -1.3673  6.8362  3.418
Si  2.7086  0.0109  4.8094
Si  5.4829  2.7254  4.774
Si  2.7111  5.4724  4.7282
Si  5.4972  -2.7438  4.7505
Si  -2.7156  0.0116  4.7846
Si  0.0063  2.6989  4.7823
Si  8.2102  5.4731  4.8013
Si  -0.0255  -2.7069  4.83
Si  1.321  1.3328  6.2412
Si  4.0741  4.0924  6.0563
Si  1.3512  -4.1301  6.1238
Si  4.152  -1.3433  6.0855
Si  -4.0536  1.4101  6.1491
Si  -1.3747  4.0639  6.1331
Si  6.8534  -4.0864  6.1701
Si  -1.3802  -1.3113  6.2482
Si  -0.3536  0.3412  7.6557
Si  2.5729  2.9195  7.4392
Si  0.2849  -5.8281  7.3962
Si  3.003  -2.9625  7.3018
Si  5.7542  -0.2048  7.4015
Si  -2.5839  2.6315  7.5824
Si  5.1768  5.6971  7.3468
Si  -2.9898  -2.4759  7.5276
Si  1.836  -0.5291  28.8119
Si  4.5705  2.2054  28.8119
Si  1.836  4.9399  28.8119
Si  4.5705  7.6744  28.8119
Si  7.305  -0.5291  28.8119
Si  -0.8985  2.2054  28.8119
Si  7.305  4.9399  28.8119
Si  10.0395  -3.2636  28.8119
Si  3.2032  0.8381  30.1792
Si  5.9377  3.5726  30.1792
Si  3.2032  6.3071  30.1792
Si  5.9377  -1.8964  30.1792
Si  -2.2658  0.8381  30.1792
Si  0.4687  3.5726  30.1792
Si  8.6722  -4.6309  30.1792
Si  0.4687  -1.8964  30.1792
Si  1.3673  1.3673  0.6835
Si  4.1018  4.1018  0.6835
Si  1.3673  6.8362  0.6835
Si  4.1018  -1.3673  0.6835
Si  6.8362  1.3673  0.6835
Si  -1.3673  4.1018  0.6835
Si  6.8362  -4.1018  0.6835
Si  -1.3673  -1.3673  0.6835
Si  0  0  2.0507
Si  2.7345  2.7345  2.0507
Si  0  5.469  2.0507
Si  2.7345  -2.7345  2.0507
Si  5.469  0  2.0507
Si  8.2035  2.7345  2.0507
Si  5.469  5.469  2.0507
Si  8.2035  -2.7345  2.0507
Si  0.1655  -5.0825  10.2822
Si  0.9949  -0.7691  20.4329
Si  7.2911  4.5  14.5024
Si  6.8665  -4.6702  12.0489
Si  0.2853  1.3523  15.9304
Si  3.9412  0.2138  12.4119
Si  2.7501  5.0108  20.6093
Si  -2.0089  -2.9758  10.521
Si  2.3116  0.5175  18.0716
Si  8.5371  1.0578  21.0453
Si  4.9238  -0.7079  18.4931
Si  -0.0018  -0.732  10.6591
Si  6.4422  4.0091  9.7553
Si  5.6219  1.8161  20.3855
Si  6.9217  -3.0473  19.1027
Si  5.6767  6.17  21.1894
Si  8.6553  -2.2532  16.8254
Si  -1.4315  -2.5302  20.7051
Si  -0.7026  4.2121  15.3469
Si  4.6076  4.4291  15.7929
Si  1.0215  1.0456  12.996
Si  2.5212  -4.6132  14.2381
Si  4.4305  1.6231  9.6774
Si  5.6704  2.0926  14.2546
Si  2.1869  -2.8258  10.1519
Si  3.8735  3.2365  18.5432
Si  4.2477  -2.8714  12.3691
Si  0.2111  -4.0146  16.3201
Si  0.9842  -3.5519  19.3382
Si  6.7953  -0.0274  16.2912
Si  -1.8897  0.3796  18.0248
Si  0.8417  4.2111  12.7221
O  0.9676  -3.6117  17.7072
O  -0.3573  5.4036  16.3973
O  4.543  2.9199  15.1258
O  2.3687  -2.2429  8.6425
O  8.6281  3.7444  23.0402
O  3.2245  2.3299  8.8346
O  7.7265  3.3472  8.9533
O  1.4636  4.0566  7.8844
O  2.083  4.5236  22.0124
O  1.5606  0.6046  16.6228
O  2.4561  0.2671  13.0923
O  0.1679  -0.1934  9.1248
O  0.331  4.5282  11.2061
O  -0.4483  -5.4295  8.8158
O  -2.3755  -3.0925  8.9299
O  -0.5754  -1.1308  20.7209
O  -1.4608  -1.4659  10.8408
O  6.7213  5.303  22.0831
O  1.6473  -2.1716  19.9064
O  3.2885  -1.9251  22.9286
O  -1.6127  -3.0249  22.2442
O  5.26  -3.4236  22.0196
O  5.4272  -3.9974  12.4332
O  0.4233  -4.5973  22.9732
O  3.2571  1.8309  18.0414
O  3.5855  5.5266  15.1717
O  7.5619  -5.2283  13.4316
O  3.6299  -2.9214  10.8678
O  4.3036  5.3736  20.8959
O  4.6198  2.1304  21.672
O  -0.5722  -3.6443  19.8559
O  4.6025  -1.2804  12.6119
O  -1.7733  0.876  19.5521
O  1.2972  2.6469  12.7806
O  7.7218  -1.3193  15.828
O  5.6634  4.9901  8.7321
O  5.2113  0.5587  8.7386
O  8.6119  4.033  15.3471
O  7.6453  -3.3796  11.4234
O  6.145  4.9627  15.589
O  0.1313  0.4702  11.7509
O  4.9348  1.3032  13.0702
O  1.9033  6.2181  19.9547
O  -1.1849  1.7814  21.8874
O  4.094  -4.0898  7.8245
O  5.4556  2.7834  10.2288
O  6.5458  0.9928  15.0754
O  6.4082  -4.4391  19.7683
O  -0.9688  1.0911  16.9115
O  -0.3583  4.5179  13.7806
O  1.6051  -4.3468  10.1014
O  5.5908  -2.118  18.9536
O  1.1929  -1.8118  10.9498
O  -1.4768  1.4953  8.0595
O  5.9464  0.663  23.2463
O  2.0513  5.2393  13.1028
O  3.7842  0.7171  10.8651
O  5.3733  -0.4508  16.9377
O  7.6677  -3.2778  17.6539
O  8.0235  -0.2602  21.9238
O  5.3018  2.9751  19.285
O  3.303  -0.7624  18.2983
O  3.1807  -3.3196  13.5122
O  1.2886  -3.9694  15.0991
O  1.2076  0.3949  19.2901
O  0.2687  2.9862  15.8316
O  6.8339  4.9748  11.0228
O  7.5324  0.7203  17.5438
O  1.6309  -0.2385  21.8404
O  2.7245  3.7999  19.5409
O  0.1926  0.79  14.3937
O  4.1742  4.2905  17.3495
O  6.7226  3.1999  13.6721
O  -0.8727  -4.049  10.9701
O  5.3229  0.3642  19.6748
O  8.0094  -2.3594  20.1059
O  7.1804  1.9656  20.8473
O  -1.083  -3.0277  16.0388
O  -1.582  -1.2306  17.9111
O  6.8054  -1.3565  7.959

Results
free energy: -126870.851 eV
free energy less fixed offsets of O -568.88, Si -635.61 eV per atom: -2.371 eV

Forces (eV/angstrom), in the order of the atoms: element, x, y, z
Si  -0.0173  0.0131  -0.0097
Si  0.0098  -0.016  -0.0355
Si  0.0159  -0.0183  -0.0183
Si  -0.0032  -0.0113  -0.0015
Si  -0.0186  0.0346  0.0067
Si  0.0058  -0.0149  -0.0214
Si  -0.0112  -0.0085  0.0018
Si  -0.0029  0.0221  -0.0024
Si  -0.0074  -0.006  0.0108
Si  0.0184  0.0107  -0.0027
Si  0.0006  0.0015  -0.0049
Si  0.0004  0.0033  0.0006
Si  0.0081  -0.0012  -0.0052
Si  0.0005  -0.0026  0.0057
Si  -0.0051  0.0009  0.008
Si  0.0009  -0.0017  -0.0048
Si  0.0103  0.0038  0.0084
Si  0.0009  0.0033  0.0157
Si  -0.0011  -0.0005  0.017
Si  0.0153  0.0205  0.0064
Si  -0.0161  -0.0089  0.0214
Si  -0.0053  -0.0077  0.0185
Si  0.0037  -0.0001  0.0095
Si  -0.0099  -0.0086  0.0082
Si  0.1957  0.0284  -0.0343
Si  -0.1547  -0.0376  -0.2552
Si  0.0912  -0.0671  -0.0463
Si  0.1807  0.0976  -0.1223
Si  -0.2105  -0.0395  0.2191
Si  -0.0857  -0.02  0.3702
Si  -0.1759  -0.1316  -0.0106
Si  0.1565  0.1144  0.0458
Si  -0.0994  -0.0179  0.2001
Si  -0.1446  -0.0193  0.0954
Si  -0.1973  -0.2101  -0.2484
Si  0.0606  0.0198  -0.2588
Si  0.2047  0.1212  -0.1458
Si  0.1121  -0.1271  -0.2222
Si  0.0753  0.0808  0.0315
Si  -0.0266  0.1641  0.1923
Si  0.0011  0.0056  -0.0076
Si  0.0018  -0.0025  -0.0135
Si  -0.0006  -0.0009  -0.0255
Si  0.0009  -0.0036  -0.014
Si  -0.0041  0.0048  -0.0157
Si  0.0039  -0.001  -0.0073
Si  -0.0021  -0.0022  -0.0088
Si  -0.0069  0.0075  -0.0082
Si  -0.0032  -0.0085  0.0017
Si  0.0068  -0.0047  0.0041
Si  -0.0075  0.0023  0.0128
Si  -0.0076  0.0078  0.0044
Si  -0.0072  0.0066  0.0062
Si  -0.0035  0.0111  0.0042
Si  0.0071  -0.0023  0.0022
Si  0.0172  -0.0079  0.0047
Si  0.0314  -0.0247  -0.003
Si  0.011  -0.012  0.0188
Si  -0.0172  0.017  0.004
Si  -0.0125  0.0174  0.0109
Si  -0.0251  0.0198  0.0025
Si  -0.0186  0.0185  0.0037
Si  0.0112  -0.0086  0.0191
Si  0.0139  -0.027  0.0055
Si  0.0828  0.0638  -0.0157
Si  0.0114  -0.0896  -0.0068
Si  -0.0311  0.013  -0.0159
Si  -0.0397  -0.0075  -0.021
Si  0.0034  0.0484  -0.0101
Si  -0.0902  -0.0134  -0.0068
Si  0.0618  0.0139  0.0103
Si  0.0051  -0.003  -0.0169
Si  -0.0168  0.0336  -0.0121
Si  -0.0159  0.0225  -0.0338
Si  0.0236  -0.0035  -0.0139
Si  0.0223  -0.0364  -0.0238
Si  0.0236  -0.0296  -0.0028
Si  0.0168  0.0103  -0.0165
Si  -0.0429  0.0113  -0.0146
Si  0.0013  -0.0093  -0.0377
Si  0.0219  -0.0489  0.0219
Si  0.0158  -0.0045  0.0181
Si  -0.0032  -0.0036  0.0185
Si  -0.0075  0.0321  0.0047
Si  -0.0183  0.0265  0.0213
Si  -0.0382  0.0228  0.0098
Si  0.0129  0.0081  0.0283
Si  0.0165  -0.0267  0.0154
Si  -0.0428  0.0313  -0.0144
Si  -0.0144  0.0286  -0.012
Si  0.0189  -0.0484  0.0251
Si  0.0389  -0.0215  0.0249
Si  -0.0074  -0.0674  0.0301
Si  0.0348  0.019  0.0197
Si  -0.0232  0.0121  -0.0038
Si  0.0081  0.0396  -0.0053
Si  -0.0031  -0.0011  -0.005
Si  0.0006  0.0007  0.0004
Si  0.001  -0.0038  0.0038
Si  0.001  -0.0018  0.0028
Si  -0.0023  0.0028  0.003
Si  0.0003  0.0023  0.0025
Si  0.0016  0.0041  0.0002
Si  0.0004  -0.0027  0.0001
Si  -0.0019  -0.0017  -0.0019
Si  0.0025  0.0092  -0.0032
Si  0.0001  0.0001  -0.0029
Si  0.0035  0.0009  0.0028
Si  -0.0028  -0.0012  0.0031
Si  0.0036  -0.0007  0.001
Si  0.0001  0.0008  -0.0031
Si  -0.0001  -0.0024  -0.0069
Si  0.0017  0.0012  0.003
Si  0.0024  0  -0.0022
Si  -0.0018  0.0003  0.0028
Si  0.0014  -0.0002  0.0005
Si  -0.0004  0.0001  0.006
Si  -0.0009  -0.0005  0.0047
Si  -0.0011  0.0035  0.0049
Si  0.001  -0.0006  0.0025
Si  -0.0012  0.0035  -0.0071
Si  0.0014  0.0017  -0.0046
Si  -0.001  0.0005  0.0041
Si  -0.0005  -0.0021  0.0027
Si  0.0011  0.0005  -0.0026
Si  0.0017  0.0034  0.0025
Si  -0.0012  0.0015  -0.0007
Si  -0.0014  0.0008  0.005
O  -0.0007  -0.0014  -0.0005
O  0.0006  0.0013  0.0009
O  -0.0016  -0.0006  0.0014
O  0.001  -0.0031  -0.0017
O  -0.0058  0.0042  0.0009
O  -0.0048  0.0052  -0.0124
O  0.0055  -0.0058  -0.0098
O  0.0034  -0.0045  0.0036
O  -0.0021  0.0063  0.02
O  0.0001  0  0.0021
O  -0.0012  0.0002  -0.0013
O  -0.0001  0.0001  0.0012
O  -0.0003  -0.0008  0.0006
O  0.001  -0.0016  -0.0014
O  -0.0007  0.0022  -0.0035
O  -0.0019  0.0001  0.0025
O  -0.0019  -0.0009  -0.0004
O  0.0042  -0.0007  0.0075
O  0.0002  -0.0007  0.0024
O  0.0004  -0.0058  0
O  0.0014  -0.0029  0.0101
O  -0.005  0.0084  0.0131
O  -0.0008  0.0002  -0.001
O  0.0028  0.0065  0.0007
O  0.0004  0.0006  0.0046
O  -0.0022  0.0011  -0.0008
O  -0.0005  -0.0003  -0.001
O  0.0006  0.0001  0.002
O  -0.0045  -0.0027  0.0034
O  0.0023  0.0014  0.0339
O  0  -0.0002  0.0021
O  0.0003  -0.0014  -0.0013
O  0.0015  -0.0014  0.0043
O  -0.0003  -0.0006  -0.0013
O  0.0005  0.0004  0.0012
O  -0.0043  0.0061  -0.0111
O  0.0055  -0.0042  -0.0054
O  -0.0009  0.0012  -0.0016
O  -0.0007  0.0001  -0.0009
O  -0.0011  0.0009  0.0007
O  -0.0002  0  -0.0008
O  0.0016  0.0023  0.002
O  0.0002  0.0003  0.0037
O  0.0023  0.0024  0.0185
O  0.0079  -0.009  0.0009
O  -0.0005  -0.0002  -0.0004
O  -0.0011  -0.0024  0.0007
O  0.0011  0.0018  0.0027
O  0.0014  -0.0012  0.0022
O  0.0004  0  0.0007
O  0.0003  0.0004  0.0028
O  -0.0003  0.0007  0.0042
O  -0.0002  0  0.0009
O  -0.0041  -0.0009  0.0029
O  0.0082  -0.0102  -0.0055
O  0.0013  0.0011  0.0006
O  0.0006  -0.0015  0
O  -0.0011  0.0003  0.0035
O  -0.0003  -0.0009  0.002
O  -0.0115  -0.0108  0.015
O  -0.0035  0.0015  0.0025
O  -0.0005  -0.0001  0.0047
O  0.0008  -0.0005  -0.0013
O  0.0006  0.0006  0.001
O  0.0023  0.0024  0.0014
O  0.0003  -0.0023  -0.0003
O  0.0006  0.0025  0.0022
O  0.001  -0.0014  0.0002
O  0.0034  -0.0038  0.0123
O  -0.0001  0.0002  0.0034
O  0.0003  -0.0002  0.0007
O  0.0006  0.0008  0.0027
O  0  0.0016  0.0008
O  0  0.0003  0.0008
O  -0.0006  -0.0008  0.0016
O  -0.0003  -0.0016  0.0052
O  -0.0035  0.001  0.0037
O  -0.0006  0.0007  0.0013
O  -0.0013  0.0006  0.0026
O  0.0025  0.0054  0.0059

The program warned: the cutoff lies below the one the program advises for these potential files; the exchange-correlation potential is rough where the density is thin.
